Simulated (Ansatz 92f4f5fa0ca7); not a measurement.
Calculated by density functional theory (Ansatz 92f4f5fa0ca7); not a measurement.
Periodic cell of 408 atoms, Si264O144, from a study of silicon, its oxide and their interface. The atomic structure is a simulated model.
Doubt: the cutoff is far below the 930 eV that the study's wrapper takes by default for these files, so forces and energies are approximate.
This geometry differs little from another in the collection (a relaxation step or a small displacement).

Settings: functional PBE; potential files Ansatz PAW; basis plane waves; wave-function cutoff 580 eV; density cutoff ratio 5; exchange-correlation grid ratio 1; k mesh 1 x 1 x 1, Gamma-centred; self-consistency stop 5e-08 eV per atom in the density residual; occupations fixed; spin none; net charge 0.

Cell vectors (angstrom)
a 15.4687 0 0
b 0 12.8259 0
c 0 0 36.3469

Atoms and the computed forces on them: element, x, y, z (angstrom), force x, y, z (eV/angstrom)
Si 0.0002 1.1678 33.6623 -0.0009 -0.0013 -0.0032
Si 3.883 1.1675 33.6779 0.0021 0.0004 -0.0033
Si 7.7614 1.1648 33.6891 -0.0001 0.0002 -0.0021
Si 11.6203 1.1668 33.6616 -0.0003 -0.0003 -0.001
Si 1.9111 7.5776 33.6682 0.0024 -0.0054 -0.0038
Si 5.7843 7.5737 33.706 0.002 -0.0027 -0.0039
Si 9.6437 7.5781 33.6763 -0.0001 -0.0041 -0.005
Si 13.5242 7.5762 33.6716 -0.0029 0 -0.0052
Si 1.9336 5.247 34.08 0.0682 0.0202 0.0146
Si 5.8008 5.247 34.08 0.0982 -0.0835 -0.1188
Si 9.6679 5.247 34.08 -0.1065 0.0189 0.0772
Si 13.5351 5.247 34.08 0.132 -0.0809 0.0007
Si 0 11.6599 34.08 -0.0216 -0.0564 -0.1661
Si 3.8672 11.6599 34.08 0.1212 0.0575 0.0549
Si 7.7343 11.6599 34.08 0.002 -0.095 -0.148
Si 11.6015 11.6599 34.08 0.053 -0.0012 -0.0943
Si 0 4.664 35.3167 -0.0171 0.0043 -0.0094
Si 3.8672 4.664 35.3167 -0.0439 -0.0296 -0.0372
Si 7.7343 4.664 35.3167 0.0149 0 0.0053
Si 11.6015 4.664 35.3167 0.0141 -0.0273 -0.0419
Si 1.9336 11.0769 35.3167 -0.0113 -0.0375 -0.0409
Si 5.8008 11.0769 35.3167 -0.0164 0.0211 0.0012
Si 9.6679 11.0769 35.3167 -0.012 -0.0435 -0.048
Si 13.5351 11.0769 35.3167 -0.0127 0.0076 -0.0222
Si 0 2.332 35.729 -0.0391 -0.0155 -0.0155
Si 3.8672 2.332 35.729 0.021 0.0167 0.0916
Si 7.7343 2.332 35.729 0.0579 0.0287 0.161
Si 11.6015 2.332 35.729 0.0534 -0.0197 -0.0296
Si 1.9336 8.745 35.729 -0.0618 0.0098 0.0109
Si 5.8008 8.745 35.729 -0.0204 0.0751 0.2497
Si 9.6679 8.745 35.729 -0.036 0.0254 0.0806
Si 13.5351 8.745 35.729 0.0007 0.0008 0.0375
Si 1.9336 1.749 0.6188 -0.032 -0.0055 -0.0232
Si 5.8008 1.749 0.6188 -0.0091 -0.0022 0.0013
Si 9.6679 1.749 0.6188 0.0055 0.0185 -0.0046
Si 13.5351 1.749 0.6188 0.0016 0.0125 -0.0068
Si 0 8.162 0.6188 -0.0071 -0.0075 -0.0043
Si 3.8672 8.162 0.6188 0.0036 0.0052 0
Si 7.7343 8.162 0.6188 -0.0177 0.0011 0.013
Si 11.6015 8.162 0.6188 0.0115 -0.0071 -0.0204
Si 0 5.83 1.031 0.0157 -0.0195 0.0008
Si 3.8672 5.83 1.031 0.0488 -0.0033 0.0048
Si 7.7343 5.83 1.031 -0.0208 0.0068 0.0345
Si 11.6015 5.83 1.031 -0.0066 -0.0042 -0.0011
Si 1.9336 12.2429 1.031 0.004 0.0324 0.0204
Si 5.8008 12.2429 1.031 0.0096 -0.0309 -0.0175
Si 9.6679 12.2429 1.031 0.0016 0.0149 0.0167
Si 13.5351 12.2429 1.031 0.0056 -0.0061 0.0018
Si 1.9336 5.247 2.2678 -0.0482 -0.015 0.0679
Si 5.8008 5.247 2.2678 -0.0843 -0.0664 -0.1822
Si 9.6679 5.247 2.2678 0.0994 -0.0337 -0.0878
Si 13.5351 5.247 2.2678 0.0564 -0.0196 -0.0496
Si 0 11.6599 2.2678 -0.0445 0.0062 -0.0189
Si 3.8672 11.6599 2.2678 0.0582 -0.0108 -0.121
Si 7.7343 11.6599 2.2678 -0.0398 0.0113 -0.0278
Si 11.6015 11.6599 2.2678 0.029 0.0101 -0.0434
Si 1.9336 2.915 2.68 0.0254 -0.0367 -0.0366
Si 5.8008 2.915 2.68 0.0161 -0.0016 0.0065
Si 9.6679 2.915 2.68 0.0028 -0.0421 -0.0146
Si 13.5351 2.915 2.68 0.0032 -0.014 0.0225
Si 0 9.328 2.68 0.0062 0.073 0.0717
Si 3.8672 9.328 2.68 0.0081 0.0332 0.0375
Si 7.7343 9.328 2.68 0.0207 0.0539 0.0727
Si 11.6015 9.328 2.68 -0.0132 0.0173 0.0397
Si 0.4189 -0.0559 27.0835 -0.0138 0.0021 0.0151
Si 3.4622 0.1763 26.4163 0.0172 0.0773 -0.0403
Si 7.9853 -0.0931 27.0241 -0.0035 0.0097 0.0068
Si 11.1591 -0.0765 27.0079 0.0041 0.0212 0.0137
Si 2.0117 4.0926 27.3759 0.0038 -0.0134 -0.0125
Si 5.3795 6.651 27.0143 0.0127 0.0165 -0.0045
Si 9.9665 6.1327 26.6629 -0.0121 -0.0063 -0.0138
Si 13.1087 6.6906 27.0257 -0.0125 -0.0086 -0.0106
Si 2.1772 6.4094 27.2616 -0.0042 0 0.0019
Si 5.9709 3.7375 27.4033 0.0066 -0.0183 0.0072
Si 9.9259 3.9022 27.4032 -0.0086 -0.011 0.0007
Si 13.63 3.7455 27.6581 -0.0059 -0.0373 0.0463
Si 0.1527 10.4541 27.5031 -0.0028 -0.0076 -0.0003
Si 3.8172 10.1419 27.2999 0.0136 -0.0549 0.0407
Si 7.7779 10.4046 27.3734 0.0047 -0.01 -0.0136
Si 11.568 10.4197 27.2656 -0.0033 -0.0237 -0.0188
Si 0.1778 3.4018 28.7336 -0.0122 0.0111 -0.0061
Si 3.9425 3.5582 28.6842 0.0017 0.0188 -0.0067
Si 7.9211 3.3492 28.6369 -0.0076 0.0086 -0.0011
Si 11.6625 3.4398 28.8868 0.0197 0.0073 -0.0128
Si 1.996 9.8683 28.8025 0.0052 0.0031 -0.0034
Si 5.8027 9.9615 28.618 -0.014 0.0086 0.0045
Si 9.7004 9.9325 28.6923 -0.0041 0.0127 0.0044
Si 13.5328 9.9502 28.5943 0.004 0.0058 0.0127
Si 0.0899 1.0927 29.1463 0.0037 -0.0137 -0.0104
Si 3.9437 1.3035 29.3084 -0.0058 0.0187 0.0308
Si 7.7996 1.0563 29.1307 -0.0024 -0.0008 -0.0003
Si 11.5872 1.0818 29.1087 -0.0063 -0.0072 -0.009
Si 1.9274 7.5776 29.2692 0.0029 0.0031 0.0052
Si 5.7436 7.6551 29.1252 -0.0001 -0.0052 -0.0035
Si 9.5478 7.6845 29.2893 0.0246 -0.0085 -0.0078
Si 13.4359 7.6258 29.1492 0.0123 0.0044 0.0073
Si 1.9892 0.574 30.4308 -0.0072 -0.0035 0.0024
Si 5.8717 0.6062 30.436 0.0064 -0.0029 0.0013
Si 9.7001 0.5456 30.4161 0.0079 -0.0078 -0.0064
Si 13.5595 0.5371 30.3111 0.0013 -0.0085 -0.0021
Si -0.0687 6.9707 30.3469 -0.004 0.0008 -0.0057
Si 3.8794 7.0304 30.443 -0.0028 0.0154 -0.0139
Si 7.6343 6.992 30.4187 -0.0104 0.002 0.0098
Si 11.5416 7.0134 30.4048 -0.0138 -0.0021 0.0024
Si 0.0488 4.64 30.7608 -0.002 0.0002 0.0023
Si 3.9126 4.6996 30.7688 -0.0003 -0.0236 0.0096
Si 7.7709 4.6245 30.6922 0.001 -0.0136 -0.0081
Si 11.6158 4.6819 30.8608 -0.0053 -0.0032 0.0056
Si 1.9915 11.0759 30.8231 -0.004 0.0001 0.0036
Si 5.8099 11.0875 30.7299 0.0031 -0.0021 0.0006
Si 9.6949 11.0626 30.7836 0.0011 0.0002 0.0013
Si 13.5436 11.0481 30.7199 -0.0005 0.0038 -0.0062
Si 1.9752 4.098 32.0129 0.0095 0.0054 -0.0061
Si 5.8455 4.0761 31.9908 -0.0084 0.007 -0.005
Si 9.6597 4.0866 32.026 0.0047 0.0052 -0.0031
Si 13.5766 4.0649 32.0202 0.0019 0.0062 -0.009
Si 0.0089 10.4829 31.9935 -0.0024 0.0005 -0.0055
Si 3.9129 10.4891 32.0323 0.0017 0.0017 -0.0083
Si 7.734 10.4818 31.9925 0.0019 0.0015 -0.0076
Si 11.6245 10.4814 32.011 -0.0016 0.0006 -0.0065
Si 1.9493 1.7678 32.46 0.0024 0.0031 0.0022
Si 5.8381 1.7622 32.4786 -0.001 0.0008 -0.0023
Si 9.6819 1.7532 32.4438 -0.0015 0.0005 0.0031
Si 13.5445 1.7248 32.3876 0.0023 -0.0037 -0.0013
Si -0.0238 8.147 32.4131 -0.0012 0.0073 0.0005
Si 3.8679 8.1736 32.4854 -0.0013 0.0045 0.0069
Si 7.6887 8.1569 32.4666 -0.0015 0.0026 -0.0026
Si 11.5792 8.1641 32.461 0.0045 0.0065 0.0047
Si 0 2.332 3.9167 -0.0325 0.0295 0.0924
Si 3.8672 2.332 3.9167 -0.1563 -0.04 -0.2071
Si 7.7343 2.332 3.9167 0.0851 -0.1028 -0.2693
Si 11.6015 2.332 3.9167 0.0304 0.1286 0.1366
Si 1.9336 8.745 3.9167 -0.0442 -0.0587 0.1811
Si 5.8008 8.745 3.9167 -0.1786 0.0081 0.1275
Si 9.6679 8.745 3.9167 0.0406 0.0439 0.0858
Si 13.5351 8.745 3.9167 -0.0248 0.1025 0.3053
Si 1.9232 6.4179 4.3383 0.0026 0.0063 0.0006
Si 5.7782 6.4175 4.2983 0.0001 0.0035 -0.0005
Si 9.6962 6.418 4.3154 0.0054 0.0057 0.0035
Si 13.5579 6.4126 4.3239 0.0012 0.0006 0.0019
Si -0.0051 12.8231 4.3316 0.0021 0.0032 -0.0012
Si 3.8776 12.8174 4.3191 -0.001 0.0038 0.0008
Si 7.7232 12.8205 4.3292 -0.0012 0.0021 0.0034
Si 11.601 12.8263 4.3258 -0.0009 0.0025 0.003
Si -0.0005 5.8407 5.6072 0.0016 -0.0092 -0.0011
Si 3.8624 5.8537 5.5702 -0.0042 -0.0084 0.0013
Si 7.7277 5.8314 5.4682 -0.01 -0.0155 -0.014
Si 11.6375 5.8701 5.573 0.0002 -0.0012 0.0027
Si 1.9458 12.1894 5.5118 -0.0025 -0.0003 -0.0019
Si 5.7932 12.2006 5.5647 -0.0001 -0.0085 -0.0052
Si 9.6633 12.2324 5.5397 -0.0012 -0.0023 -0.0103
Si 13.5253 12.2568 5.5788 -0.0002 0.001 0.0042
Si -0.0002 3.498 5.997 0.0026 0.0023 0.0045
Si 3.8245 3.5128 5.9436 -0.0034 0.0053 0.0065
Si 7.7365 3.5076 5.9336 0.0064 -0.0088 0.0054
Si 11.6065 3.5337 5.9922 0.0068 -0.0092 0.0057
Si 1.9026 9.8761 6.0183 0.0049 -0.0065 -0.0004
Si 5.7453 9.8896 6.0132 0.0012 0.0005 0.0017
Si 9.658 9.91 5.9947 -0.0112 -0.0084 0.0114
Si 13.5038 9.9257 6.0302 -0.0045 -0.0054 0.0061
Si 1.9373 2.8317 7.2007 -0.0019 0.0004 0.0001
Si 5.7726 2.8045 7.0231 -0.0009 0.0083 0.0002
Si 9.6489 2.9197 7.1871 -0.011 0.0218 -0.0136
Si 13.5363 2.9685 7.262 0.0013 -0.0083 0.0075
Si -0.0388 9.3362 7.2978 0.0003 0.0115 0.0059
Si 3.81 9.3524 7.336 -0.0025 0.0119 0.0046
Si 7.7031 9.343 7.2127 0.0087 0.0135 -0.0023
Si 11.5644 9.4005 7.3282 0.0023 0.0144 0.0105
Si -0.0359 7.0001 7.7009 -0.0083 -0.0026 -0.0028
Si 3.8888 7.0114 7.6464 0.0091 -0.009 0.0068
Si 7.727 6.9843 7.4905 0.0011 0.0163 0.0436
Si 11.6768 7.0487 7.6394 -0.0071 -0.008 0.0029
Si 1.995 13.3234 7.5497 0.0031 0.0092 0.0076
Si 5.7675 13.3578 7.6197 0.0265 0.0109 0.0115
Si 9.6566 13.4352 7.5603 0.0305 -0.0129 0.0027
Si 13.53 13.4699 7.6203 -0.0065 0.0228 -0.0113
Si 1.9503 6.297 8.7708 0.0044 0.0048 0.0098
Si 5.8489 6.2535 8.7531 -0.0388 -0.0214 -0.0775
Si 9.6902 6.354 8.619 0.0194 -0.0075 -0.0606
Si 13.5106 6.4096 9 -0.0003 0.0036 0.0034
Si 0.0347 12.8233 8.7251 0.0113 -0.0116 -0.0037
Si 3.8607 12.76 8.9211 -0.0159 0.0051 0.0055
Si 7.7408 12.9157 8.8312 -0.0523 0.0535 -0.017
Si 11.5755 12.9385 8.8391 -0.0121 0.0042 0.0003
Si 1.948 4.0409 9.2321 -0.0021 -0.0035 -0.0094
Si 5.8069 3.923 9.0215 -0.0067 -0.0069 -0.0027
Si 9.6189 4.1095 9.2308 0.0087 -0.0117 0.0148
Si 13.5209 4.082 9.3819 -0.003 -0.0067 -0.0154
Si -0.0883 10.5674 9.3519 0.0007 -0.0011 0.008
Si 3.7489 10.4304 9.516 0.0004 -0.0112 0.0107
Si 7.6463 10.616 9.2256 0.0276 -0.123 0.0475
Si 11.4884 10.6815 9.3921 0.0022 -0.016 0.0151
Si 0.0469 3.519 10.564 0.0024 0.0149 0.011
Si 3.9558 3.5363 10.3958 0.0081 0.0155 0.0043
Si 7.6327 3.5409 10.4228 0.0043 0.0135 -0.0043
Si 11.5071 3.5276 10.5415 -0.0092 0.0198 0.0024
Si 1.6876 10.2249 10.8867 0.0056 0.0026 -0.0237
Si 5.8363 9.7108 10.4115 -0.0336 0.0448 0.0084
Si 9.4929 10.25 10.6261 -0.0143 -0.0249 -0.0751
Si 13.4201 10.3106 10.6867 -0.002 0.0062 -0.0396
Si 0.3781 1.2438 10.6592 -0.0056 -0.0085 0.0027
Si 3.5256 1.2582 10.8778 0.0131 -0.0166 -0.0004
Si 8.0243 1.2648 10.8822 -0.0181 -0.0085 0.0218
Si 11.1791 1.2502 10.8899 0.0055 -0.0103 0.011
Si 1.2484 7.2309 11.7071 0.0054 0.0014 -0.0005
Si 6.7764 7.4899 10.4738 0.0823 0.059 0.0852
Si 9.1825 7.2262 10.6729 -0.0204 -0.0088 0.0608
Si 13.5829 7.2113 11.2538 0.0013 0.0027 -0.003
O 9.5721 0.1535 26.5737 0.0013 -0.0007 -0.0041
O 1.8561 0.4787 26.4243 -0.061 0.0319 -0.0102
O 11.7393 4.5842 24.5021 0.0116 0.0086 -0.0022
O 3.7753 6.3348 26.8263 -0.0089 -0.0004 -0.0006
O -0.3454 6.8381 11.7345 -0.0114 -0.0015 0.001
O 1.449 8.8304 11.7067 -0.0018 -0.0027 0.0078
O 9.5999 13.8416 11.3367 0.0085 0.0013 -0.0037
O 1.9219 13.9086 11.247 -0.0042 -0.0003 0.0014
O 4.39 13.544 12.1808 -0.0034 0.0068 -0.005
O 13.4658 11.3346 11.9816 -0.0015 0.0023 0.0147
O 2.0399 6.6462 12.9872 -0.0018 0.0005 -0.0035
O 6.5058 7.3136 12.1092 -0.0038 0.0058 -0.0463
O 12.4353 6.5676 12.2462 0.0171 0.0101 -0.0057
O 1.5145 11.2534 12.1741 -0.0001 0.0045 0.004
O 14.771 13.6099 11.8009 0.0094 0.0105 -0.0005
O 7.0431 13.5757 12.1054 0.0172 -0.0009 -0.0119
O 9.029 10.9745 12.0437 -0.0059 0.011 0.028
O 4.3922 4.4479 11.7466 -0.0055 -0.0038 -0.0062
O 7.1488 4.4051 11.7876 0.0082 -0.0054 -0.0079
O 0.117 3.9535 12.1779 -0.0016 -0.0081 -0.0155
O 9.7374 6.2817 11.9119 -0.0152 0.0119 -0.0216
O 12.0889 13.5692 12.1725 -0.0145 0.0062 -0.0103
O 5.7958 9.8828 12.1015 0.0073 -0.0083 -0.0357
O 11.3778 4.1914 12.067 0.0016 -0.0123 -0.0103
O 10.3004 2.944 26.0668 0.0006 -0.0007 0.001
O 8.9893 6.3486 25.3477 0.0065 -0.0032 0.0026
O 0.3326 9.617 26.0732 0.0008 0.004 -0.0033
O 6.9516 0.4792 25.8635 0.0135 -0.0163 0.0033
O 7.8599 9.5191 25.9413 0.0009 0.0055 0.0073
O 4.3107 0.9008 25.2312 0.0004 0.0049 -0.0049
O 14.0415 7.659 26.0867 0.0019 0.0031 -0.0024
O 12.1011 0.4585 25.7644 -0.0003 -0.004 -0.0102
O 1.216 7.0711 26.094 0.0024 -0.0068 -0.0057
O 2.2077 3.6064 25.7705 -0.0018 0.0046 0.0145
O 11.5292 9.6129 25.7901 0.0004 0.0128 0.0167
O 3.7457 8.9675 26.1404 -0.006 -0.0065 -0.0038
O 5.8252 7.491 25.6755 0.0062 -0.0002 -0.0038
O 14.7396 0.2509 25.9537 0.0015 -0.0053 -0.0065
O 5.8769 2.877 26.0046 -0.0023 0.0066 0.0032
O 13.5348 2.5374 26.5671 -0.0015 -0.0119 -0.0224
Si 16.8954 2.6081 21.7717 0.0021 -0.0016 -0.001
Si 2.3001 6.9816 20.0059 -0.0002 0 -0.0018
Si 14.621 7.7257 20.0072 0.0009 -0.0011 -0.0031
Si 6.3838 11.9412 15.1704 -0.0025 0.0011 -0.0015
Si 14.9093 12.858 17.8495 -0.0011 0 0.0057
Si 1.6851 1.4766 19.1955 -0.0006 0.0007 -0.0013
Si 12.6462 5.1439 23.2331 0.0003 -0.0034 0.0074
Si 3.3382 6.4191 22.9525 0.0036 0.0021 0.0008
Si 8.6984 10.5336 13.5942 -0.0007 0.0024 -0.0003
Si 11.9164 13.1152 17.3242 -0.0007 0.002 0.0026
Si -1.2812 9.3918 14.9877 -0.0023 0.0005 -0.0025
Si 7.3598 9.8232 24.4109 0.0007 0.0003 0.0022
Si 6.4753 12.6187 18.2752 -0.0007 0.0045 0.002
Si 13.5195 12.8731 12.5143 -0.0017 -0.0096 0.002
Si 14.0897 5.4058 18.1647 -0.0021 -0.0026 0.0031
Si 5.7354 13.9948 13.0056 -0.0079 -0.0041 0.0008
Si 6.1085 5.9684 22.2023 -0.0001 0.0003 0.0021
Si 2.743 9.199 18.0437 -0.0002 0.0027 0.002
Si 5.1799 6.5624 14.7527 0.0005 0.0011 -0.0032
Si 10.5147 3.4782 24.5353 -0.0083 -0.0061 -0.0018
Si 7.0137 1.4078 22.2377 -0.0011 0.0012 0.0033
Si 10.3779 14.3447 19.5315 -0.0021 0.0016 -0.0031
Si 13.51 1.2496 25.6008 -0.0032 0.0115 -0.0012
Si 6.362 8.6518 13.0493 0.0002 -0.0022 0.0206
Si -0.5823 6.4109 15.3002 -0.0036 0.0029 -0.0024
Si 3.501 11.9835 18.1371 -0.0018 0.0015 0.0025
Si 11.0893 5.6973 12.63 -0.003 -0.004 -0.0035
Si 7.1357 8.7119 21.7221 -0.0026 0.0017 0.0022
Si 8.4986 5.6017 23.9743 0.0009 -0.0014 0.0059
Si 10.0393 8.1766 17.0818 0.0001 0.0008 -0.0026
Si 15.25 0.7977 14.7654 0.0034 -0.0021 0.0033
Si 5.8482 1.4811 25.1709 -0.0102 0.0094 -0.0045
Si 0.068 8.0945 25.5602 0.0014 0.0085 -0.0009
Si 15.2422 9.782 17.8977 0.0008 0.0024 0.0008
Si 11.574 9.1934 24.2093 -0.0049 0.0001 0.0033
Si 11.7324 3.2984 17.5191 -0.0008 0.0004 0.0001
Si 1.406 4.3263 19.3196 0.0016 -0.0002 -0.0034
Si 3.7536 10.5323 15.6229 -0.0007 0.0006 -0.0004
Si 7.3957 11.483 20.9181 -0.0007 0.0024 -0.0014
Si 7.3695 2.3196 19.5213 0.0005 0.0003 -0.0027
Si 14.5542 2.9098 23.305 0.0036 0.0009 0.0017
Si 14.0747 7.901 23.1604 -0.0028 -0.0018 -0.004
Si 10.6281 6.9364 22.4816 -0.0042 0.0034 0.0063
Si 7.6168 6.5891 16.7088 0.0025 -0.0018 0.0005
Si 1.7584 3.9941 24.2424 0.0022 -0.0014 0.003
Si 10.2675 5.5147 15.7716 0.0008 0.0002 -0.0037
Si 4.755 8.4934 24.9396 -0.0047 -0.0016 0.005
Si 9.4795 11.28 23.0183 -0.0029 -0.0002 0.0005
Si 7.714 5.3516 19.5197 0 -0.0039 -0.0007
Si 9.5086 7.5805 20.032 -0.0014 -0.0009 -0.0018
Si 2.1549 5.9568 14.4601 -0.002 0.0008 -0.0038
Si 0.2556 3.8883 13.8056 0.0023 0.0058 -0.0027
Si 1.2499 11.1036 13.7953 0.0003 -0.001 -0.0019
Si 11.3267 10.5475 15.4489 -0.0003 0.0017 -0.0009
Si 10.1741 1.2793 22.5279 -0.0011 0.0054 -0.0009
Si 5.7553 4.26 12.6596 -0.0076 -0.0051 0.0092
O 10.8365 6.8496 16.537 0.0011 0.0014 -0.0008
O 13.0074 4.2001 17.9966 0.0002 0.0013 -0.0023
O 15.4642 2.374 14.3637 -0.0024 -0.0031 0.0006
O 14.3124 9.5602 16.5978 -0.0015 0.0004 -0.0014
O 2.715 7.0207 21.5746 0.0007 -0.0001 0.0024
O 10.9079 1.3159 21.0649 0.0007 0 -0.0002
O 10.8533 4.1602 16.4534 -0.0006 0.0001 0
O 7.7541 11.5997 14.3717 0.0024 0.0019 -0.0014
O 0.1291 1.0201 18.956 -0.0002 0.0005 -0.0035
O 13.6999 1.7865 24.0949 -0.0073 -0.0087 0.0045
O 6.7119 12.7019 21.7595 -0.0008 0.0006 -0.0025
O 15.5833 3.8324 24.2144 0.002 0.0049 0.0001
O 5.7533 0.4342 14.4517 0.0007 -0.0007 0.0037
O 11.0281 7.6838 23.8727 0.0006 0.0042 -0.003
O 10.0976 8.2514 18.6967 0.0006 0.0007 -0.0002
O 2.6714 0.4824 18.4446 -0.0008 -0.0005 -0.0022
O 5.9894 7.5837 21.9313 -0.0006 0.001 -0.0025
O 8.6246 5.504 15.9642 -0.0005 0 -0.0026
O 6.5039 10.1483 21.2653 -0.0004 -0.0018 -0.0017
O -0.2977 0.6832 16.3811 0.0008 0.0029 -0.0063
O 6.9227 5.574 23.5776 -0.0015 0.0002 -0.0044
O 11.5307 12.0325 16.1485 0 -0.0018 -0.0034
O 0.7155 7.31 19.9775 -0.0023 0.0008 -0.0008
O 6.1875 1.7396 23.5978 0.0015 0.001 -0.0097
O 6.599 2.3732 20.9753 -0.0006 0.0008 -0.001
O 8.1407 11.2245 24.0038 -0.0014 0.0019 -0.0015
O 5.2882 10.7103 15.0588 -0.0019 0.0007 0.0003
O 15.511 4.7241 18.5474 -0.0022 0.0023 -0.0022
O 6.5362 14.2518 18.4384 0.0002 -0.0006 -0.0019
O 14.1997 6.2139 16.7539 0.001 0.0018 -0.0044
O 6.7859 12.2325 16.7247 -0.001 -0.0004 -0.0017
O 10.7922 13.1249 18.5188 0 0.0002 -0.0021
O 2.8968 10.6335 18.8171 -0.0005 -0.0002 -0.0042
O -1.2138 7.7793 14.6265 0.0006 -0.0008 0.0027
O 16.6363 3.9875 20.9113 -0.0019 0.0011 0.0012
O 3.8364 7.7057 23.8488 -0.0023 -0.0021 -0.0056
O 6.1506 6.6291 16.0423 -0.006 -0.0004 -0.0026
O 10.9125 2.9275 18.8907 -0.0007 0 -0.0011
O 10.1514 10.5302 14.3198 0.0029 0.0003 0.0022
O 9.2097 5.9615 19.8547 -0.0005 0.0013 -0.0005
O 8.9313 11.2142 21.4651 0.0007 -0.0001 0.0004
O 12.086 1.8523 16.7898 -0.0004 0.0013 -0.0009
O 8.4496 8.022 16.6432 0.0008 0.004 -0.0009
O 10.7794 5.6005 14.2228 -0.0015 -0.0006 0.0146
O 9.0741 4.0827 24.0561 -0.0016 0.0014 -0.0057
O 4.5937 5.4587 22.5079 -0.0026 0.0014 -0.0027
O 14.4771 9.1405 19.1919 -0.0006 0.0007 -0.0011
O 13.5847 6.4069 23.6433 0.002 0.0026 -0.0041
O 1.7696 4.3637 14.2692 0 0.0005 0.004
O 7.8725 8.8209 23.2057 0.0004 0.0016 -0.0023
O 7.8425 9.11 13.6254 -0.0045 -0.0037 -0.0046
O 13.3102 12.6956 18.0608 -0.0005 0.0004 -0.0034
O 13.1073 9.1476 23.6406 0.0007 0 -0.0038
O 14.6742 5.0242 14.4153 0.0008 -0.0017 0.0028
O 15.42 2.0759 22.2175 -0.0024 0 -0.0031
O 2.6085 10.4591 14.4619 0.0016 -0.0013 0.0009
O 10.9391 2.318 23.5038 0.0004 0.0029 -0.0022
O 1.0094 12.6447 14.2986 -0.0019 0.0036 0.0007
O 4.9976 12.132 18.7112 0.0003 0.0001 -0.0005
O -1.7379 6.5213 19.321 0.0001 0.001 -0.0014
O 2.3224 2.93 23.1087 0.0007 0.0034 0.0011
O 5.7486 5.3459 13.8435 0.0002 -0.0007 -0.0012
O 8.7724 14.3521 19.6676 0.0007 0.0008 0.0007
O 6.7498 5.358 20.8358 -0.0009 0.0007 0.0001
O 5.7278 2.7637 13.3095 0.0006 0.0079 0.0017
O 7.2198 6.2479 18.2569 -0.0006 0.0023 -0.0006
O 10.3079 12.6527 23.2264 0.0016 -0.0059 -0.0012
O 11.6045 5.6828 22.115 0.0035 -0.0027 -0.0078
O 5.6993 9.7378 24.3753 0.0025 0.0019 -0.0069
O 3.4676 11.876 16.5096 0.0004 0.0003 -0.0027
O 10.5911 10.158 23.3574 0.0018 -0.0017 -0.0049
O 12.6974 10.028 14.6946 -0.001 0.0021 -0.0006
O 15.5119 8.1081 23.922 0.0005 -0.0006 0.0008
O -0.0668 10.1798 14.1947 0.0019 0.0015 -0.0019
O 10.8064 9.5093 16.5906 -0.0003 0.0008 -0.0002
O 8.5959 14.4837 22.5026 -0.0005 0.0012 -0.0023
O 3.6235 6.2145 15.1011 0.0022 -0.0006 0.0047
O 7.4629 11.8168 19.3161 0 -0.0009 0.0012
O 10.6348 7.8841 21.1706 0.0021 0.0028 -0.0018
O 3.6445 9.2434 16.6586 0.0009 -0.0003 -0.0021
O 1.9617 2.9741 18.5977 -0.0008 0.0005 0.0003
O 5.2736 8.084 14.1294 0.0048 0.0039 -0.0046
O 3.1653 8.0308 19.0948 -0.0003 0.0005 -0.0011
O 13.525 3.9455 22.5903 -0.0027 0.0054 -0.0066
O 7.7004 3.8129 18.9894 0 0.0021 -0.0002
O 11.5177 6.7264 26.5762 0.0222 0.015 0.0023
O 14.1638 7.9575 21.5448 -0.0011 0.0022 0.0025
O 13.8444 13.0439 14.1101 -0.0025 -0.0002 0.0026
O 8.1254 8.2901 20.5087 -0.0012 0.0011 -0.0018
O 2.51 5.5239 19.2863 0.0003 0.0007 -0.0013
O 15.5546 11.3735 18.059 -0.0008 -0.0003 -0.0013
O 9.1329 6.3528 22.6811 -0.0001 0.0004 -0.0037
O 1.1807 9.0088 17.624 -0.0004 0 -0.0005
O 1.0411 6.6227 15.4599 -0.0008 0 0.0026
O 17.5351 1.4797 20.795 -0.0016 0.0024 -0.0003
O 2.2819 5.4897 23.8034 -0.0005 0.0012 -0.0049
O 9.2088 6.9801 27.823 -0.0192 0.0046 0.0064
O 13.3993 8.8259 11.384 -0.0012 -0.0126 0.012
O 3.6845 11.4152 26.2805 -0.0114 -0.0793 -0.0683
O 6.2362 5.2761 26.893 -0.0018 -0.0054 -0.0019
O 4.1372 13.3832 27.8401 0.0595 -0.0049 0.0491
O 2.0164 6.7449 10.369 0.0007 -0.0014 -0.0059
O 13.6864 5.1716 26.8364 0.0052 0.0301 -0.019
O 9.8412 8.6897 11.0324 -0.0091 0.0229 0.0042

Results
free energy: -249725.843 eV
free energy less fixed offsets of O -568.88, Si -635.61 eV per atom: -6.083 eV

The program warned: the cutoff lies below the one the program advises for these potential files; the forces do not sum to zero within the program's tolerance; the exchange-correlation potential is rough where the density is thin.
